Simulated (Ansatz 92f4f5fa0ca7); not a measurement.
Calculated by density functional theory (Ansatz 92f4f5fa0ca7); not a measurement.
Periodic cell of 179 atoms, Si99O80, from a study of silicon, its oxide and their interface. The atomic structure is a simulated model.

Settings
functional: r2SCAN
potential files: Ansatz norm-conserving
basis: plane waves
wave-function cutoff: 1300 eV
density cutoff ratio: 4
exchange-correlation grid ratio: 1
k mesh: 2 x 2 x 1, shifted by 0.5 0.5 0.5 of a step
self-consistency stop: 5e-08 eV per atom in the density residual
occupations: Fermi-Dirac, 0.05 eV
spin: none
net charge: 0

Cell vectors (angstrom)
a 11.5403 0 0
b 0 11.5403 0
c -0.7571 2.3633 23.1741

Atoms: element, x, y, z (angstrom)
Si 3.4074 1.7102 2.1868
Si 5.7966 4.3599 -0.0069
Si 5.4241 8.0881 0.7305
Si 7.4504 1.2133 0.9419
Si 7.7837 4.8247 1.1366
Si 8.9009 8.2884 0.0598
Si 2.5969 7.2707 16.6658
Si 0.3419 7.3486 0.0444
Si -0.2767 12.0974 -0.1662
Si 8.665 1.633 -1.6356
Si 7.5303 7.1514 1.5592
Si 9.1864 10.3135 1.187
Si 1.0534 1.6156 2.3143
Si 1.1601 5.5836 2.4044
Si 1.4751 9.1048 2.3213
Si 4.7761 2.2193 0.3017
Si 3.5104 5.5782 2.4633
Si 3.9042 9.1986 2.2647
Si 8.1334 3.4178 3.0346
Si 8.1431 7.8919 3.7026
Si 8.431 10.2596 3.4638
Si 0.5525 3.5815 3.4799
Si 0.6996 7.39 3.7891
Si 0.6991 11.1137 3.4213
Si 4.1093 3.5474 3.5239
Si 4.2168 7.4174 3.7863
Si 4.2399 11.2646 3.3431
Si 6.257 3.4945 4.5758
Si 6.2273 7.4104 5.0062
Si 6.3426 11.1055 4.4329
Si -1.5024 3.5545 4.6034
Si -1.4021 7.3634 4.8783
Si -1.2855 11.0643 4.7201
Si 2.3452 3.6029 5.069
Si 2.4477 7.327 5.323
Si 2.475 11.1534 4.9907
Si 6.3051 1.4483 5.8364
Si 6.26 5.3414 6.1405
Si 6.1615 9.4782 6.1358
Si -1.3781 1.576 5.9403
Si -1.3317 5.4224 6.2088
Si -1.4911 9.2958 6.2083
Si 2.4666 1.6166 6.2438
Si 2.4841 5.3613 6.6396
Si 2.3481 9.3017 6.5255
Si 8.2054 1.518 7.2263
Si 8.2305 5.4409 7.4428
Si 8.0764 9.4374 7.5409
Si 0.4862 1.6334 7.4897
Si 0.5166 5.5014 7.9228
Si 0.2365 9.3228 7.7091
Si 4.4825 1.4684 7.4235
Si 4.5554 5.2226 7.8489
Si 4.4029 9.2885 7.6994
Si 7.8632 3.4122 8.5688
Si 7.5435 7.4109 8.5776
Si 1.7994 3.8143 11.6443
Si -1.464 0.4152 10.2515
Si 5.9811 3.2165 17.0437
Si 6.266 9.3701 13.6804
Si 2.0842 -1.326 10.0186
Si 5.4871 3.1596 8.7641
Si 6.5911 7.6891 11.2434
Si 4.2177 4.2374 13.3586
Si 5.2039 7.3131 8.7549
Si 4.0493 11.1954 9.0147
Si 8.2064 -0.1588 8.9376
Si 9.6227 2.8514 10.0922
Si 5.4957 12.293 10.4325
Si 0.3296 -0.241 8.8721
Si 0.2463 3.4272 9.0538
Si -0.5896 11.548 12.4719
Si 0.4955 3.4907 20.6948
Si -0.0956 6.2672 11.9945
Si 4.3693 11.6468 13.2792
Si 1.3086 0.9338 16.8449
Si 6.0477 7.8452 20.3538
Si 6.0692 2.0872 19.7405
Si 1.6371 10.5588 12.2899
Si 0.6397 7.6053 9.3215
Si -0.4325 3.1233 17.8821
Si 7.0114 3.9057 14.2741
Si 1.6035 9.7461 18.1233
Si -0.3875 13.8285 13.1941
Si -0.1952 6.1273 17.5247
Si 12.7744 8.0841 14.1362
Si 1.4864 8.9055 21.0864
Si 5.9918 10.8305 21.1344
Si 5.9912 6.4549 13.7834
Si 8.9956 10.5665 14.7812
Si -0.2007 6.4472 20.5896
Si 9.5842 3.7828 12.3131
Si 4.8087 5.8603 18.2836
Si 3.5784 8.4702 23.5186
Si 10.8441 8.7711 16.3982
Si 3.6966 13.7207 15.3571
Si 10.2183 1.3966 15.8999
Si 3.5296 3.8642 20.347
Si 8.5114 6.8421 21.4999
O 5.8428 1.1023 0.9311
O -1.2519 7.4641 -0.0973
O 10.0636 1.0381 -1.1233
O 7.7727 2.1103 -0.3705
O 10.671 10.9194 0.7845
O 0.2683 13.2602 0.83
O 0.6663 5.9541 0.8457
O 0.9124 8.6569 0.8228
O 8.0131 -0.255 0.5857
O 8.0846 1.8719 2.2958
O 8.9639 3.0267 -2.4002
O 7.871 7.5847 10.2389
O 1.1503 5.2903 11.6555
O 4.9042 10.2219 13.8457
O 6.9994 11.7896 10.0256
O 1.9974 8.4849 9.7993
O 10.1013 5.3589 12.2155
O 1.5564 3.2263 10.1476
O 4.4815 5.8289 13.64
O 1.1055 2.8395 12.7588
O 5.2973 2.4 10.2585
O 2.8001 11.5786 12.8911
O 7.8995 0.5243 -2.5196
O 5.6323 7.0925 18.9625
O 4.5834 2.7136 19.9209
O 8.1801 6.9598 23.0857
O 4.3935 1.8111 -1.2469
O 8.2645 8.4124 -1.45
O 2.6196 8.7764 17.2952
O 6.5835 2.2647 18.2069
O 5.9724 7.9408 14.4186
O 0.2449 9.6958 21.7428
O -0.6635 6.3062 19.0522
O 5.7571 8.7836 -0.7787
O 5.1699 7.5409 10.4331
O 6.6889 6.4704 12.3122
O 5.6008 9.423 20.3759
O 6.9516 3.1507 15.7273
O 8.2975 3.5804 13.3506
O 6.9275 5.4883 14.6894
O -0.2448 7.2618 10.7063
O -1.4325 7.101 21.3956
O 5.9562 0.5158 20.0752
O 0.9605 2.312 17.6339
O 11.7978 7.0271 13.3857
O 0.2622 5.0184 21.1941
O 5.7054 3.5595 13.3497
O -0.4486 4.5743 17.1423
O 1.3839 6.4369 17.3548
O 3.8212 5.1599 19.3894
O 11.5939 9.3414 17.7443
O 1.8593 9.0973 13.0492
O 2.3815 7.3438 15.0473
O 4.5992 1.2088 14.4386
O 3.3619 15.1144 14.5799
O 8.9377 12.0831 15.413
O -0.5717 3.2208 19.4887
O -0.0886 0.3622 16.2265
O 5.2928 12.0185 12.0081
O 3.3811 3.9777 11.996
O 0.9206 11.6831 -1.2165
O 4.5165 2.5952 16.6906
O 7.6673 7.8831 20.574
O 9.5011 9.5558 15.9629
O 11.8921 8.9474 15.1802
O 5.8013 4.7317 17.6396
O 6.605 9.0774 12.1075
O 6.1428 4.5804 -1.6427
O 9.9445 10.6153 13.4645
O 1.0926 7.3885 20.69
O 3.9612 6.4901 17.0436
O 1.9297 -0.2456 17.7517
O 2.3634 12.8977 15.7099
O 10.4925 7.1849 16.6231
O 2.6742 8.8061 22.1624
O 10.8395 2.4361 14.8107
O 2.008 3.3242 20.1311
O 1.8984 9.6482 19.7094
O 9.8795 2.2654 17.2371
O 7.4933 10.1323 14.3877

Results
free energy: -48779.439 eV
free energy less fixed offsets of O -463.61, Si -117.95 eV per atom: -13.589 eV
pressure: -1.82 GPa
stress xx, yy, zz, yz, xz, xy (GPa, positive in tension): 1.46, 2.06, 1.96, -0.07, -0.08, 0.39

Forces (eV/angstrom), in the order of the atoms: element, x, y, z
Si 0.4168 -0.047 -0.0527
Si -0.4682 0.0242 -0.9928
Si 0.257 0.3729 -0.6101
Si -0.1991 0.0273 -0.2488
Si 0.7388 0.3004 -0.7446
Si 0.0699 -0.5542 -0.3205
Si 0.1763 -0.1059 0.1314
Si 0.0813 -0.1986 -0.0156
Si 0.1436 0.1658 -0.3978
Si 0.1108 -0.0322 -0.6497
Si -0.2582 0.1285 0.1152
Si -0.16 0.0932 -0.0753
Si -0.2836 0.3346 -0.653
Si -0.1382 0.1051 -0.5937
Si -0.1426 -0.1246 -0.4269
Si -0.2359 -0.5217 -0.3978
Si 0.3423 -0.0965 -0.0294
Si -0.0145 -0.0459 0.158
Si -0.231 -0.5859 0.2437
Si 0.1008 -0.1296 -0.0529
Si -0.1168 0.0649 0.022
Si 0.0288 0.0876 0.2607
Si -0.1628 0.0786 0.1154
Si 0.1209 -0.3143 0.1527
Si 0.0517 0.1888 -0.0172
Si 0.0558 0.0139 0.071
Si -0.09 -0.1176 0.0676
Si -0.2813 0.121 0.01
Si -0.0986 0.0134 -0.1815
Si -0.0367 0.1174 -0.1483
Si 0.2388 0.0378 0.188
Si -0.0005 0.1043 -0.1249
Si -0.0491 0.1027 -0.0581
Si 0.0438 0.0089 -0.2201
Si 0.1472 -0.0165 0.0485
Si 0.1834 -0.047 -0.0671
Si 0.1862 -0.2072 -0.0544
Si 0.2439 -0.0629 -0.1923
Si -0.0716 -0.1869 0.162
Si 0.0306 -0.1142 0.0585
Si 0.0068 0.0035 0.0456
Si 0.0718 -0.1559 0.3399
Si -0.1229 0.0812 0.0637
Si 0.0831 -0.0463 -0.0303
Si -0.0429 0.1952 -0.0194
Si -0.0446 0.0573 -0.0803
Si -0.2403 -0.159 0.1489
Si 0.0449 0.0664 -0.206
Si 0.106 0.0732 -0.147
Si -0.0476 0.0416 -0.0068
Si -0.142 -0.4364 -0.0834
Si -0.2276 -0.1665 -0.4781
Si 0.0547 -0.0843 -0.0858
Si 0.1094 0.0628 -0.1432
Si 0.4423 -0.0261 -0.2234
Si 0.674 -0.0455 0.4485
Si 0.1643 -0.1407 0.2312
Si 0.0116 0.1716 0.0618
Si -0.0019 0.0014 0.178
Si -0.1941 -0.2272 0.3032
Si 0.1418 -0.3281 -0.2881
Si -0.3081 -0.1276 0.7439
Si 0.0242 -0.0359 0.4646
Si 0.0008 0.1566 0.4207
Si -0.4213 0.301 0.4618
Si 0.1397 -0.3044 -0.1123
Si -0.3722 0.3367 0.4821
Si 0.0683 0.0858 0.299
Si 0.278 0.1838 0.4172
Si -0.1093 0.3226 0.281
Si 0.3944 -0.1836 0.4519
Si -0.6923 -0.5123 0.4659
Si 0.0108 0.1095 -0.3322
Si -0.1282 -0.4037 0.1998
Si 0.4749 -0.11 0.3256
Si 0.241 0.0839 0.2099
Si 0.0511 0.0391 -0.4525
Si -0.038 0.0732 -0.3602
Si 0.7398 -0.3757 0.5964
Si -0.365 0.3221 -0.011
Si -0.0383 0.199 0.052
Si 0.0086 0.0941 0.3862
Si 0.1604 0.0855 -0.0683
Si 0.0011 0.472 0.3205
Si -0.0387 -0.0833 0.0084
Si 0.1781 -0.1601 0.5553
Si 0.1719 -0.2613 -0.3441
Si -0.1136 0.0672 -0.3045
Si -0.0861 0.027 0.4115
Si -0.3823 0.1114 0.3867
Si 0.0388 -0.1043 -0.1951
Si -0.0886 -0.1862 0.0143
Si 0.0147 -0.0972 -0.2208
Si -0.5097 0.1124 -0.5269
Si -0.0425 -0.0598 0.1631
Si 0.0021 0.2327 0.303
Si -0.213 0.1059 0.3904
Si -0.0814 -0.0252 -0.5102
Si 0.285 0.046 -0.5936
O 0.1756 0.2997 0.0815
O 0.0359 0.1453 -0.052
O 0.0608 0.0367 0.2604
O 0.0243 -0.168 0.3145
O -0.1093 -0.0122 0.0915
O 0.1917 -0.3801 0.4147
O 0.1191 0.2419 0.3167
O -0.0123 -0.0473 0.3205
O 0.0548 0.3264 0.0761
O -0.0172 0.2991 -0.0177
O -0.0406 0.0306 0.5255
O -0.5939 -0.0448 -0.5046
O -0.0796 0.0605 0.0797
O 0.063 0.2078 -0.3012
O -0.1008 0.0033 -0.4866
O -0.1414 0.5311 0.1874
O 0.076 0.0223 0.1341
O -0.6494 -0.0435 -0.4149
O 0.2815 -0.2867 -0.1321
O 0.0418 0.0646 -0.233
O 0.163 -0.3253 -0.4616
O -0.5012 -0.2766 -0.2224
O 0.0418 0.2093 0.3249
O 0.0206 0.0613 0.426
O 0.0512 0.1496 0.2124
O -0.6662 0.1648 0.5407
O 0.2403 0.2162 0.5821
O 0.0808 -0.038 0.4336
O -0.28 -0.1102 0.0689
O -0.1818 0.1401 0.1705
O 0.0942 0.0432 -0.4528
O -0.1645 -0.0411 0.3082
O 0.1846 0.001 0.1321
O -0.1079 -0.3432 0.4887
O 0.4827 -0.0177 -0.5421
O -0.1566 0.3084 -0.1115
O 0.0951 0.0781 0.4302
O -0.1448 0.1472 -0.2973
O 0.4546 0.2613 -0.3158
O -0.2094 -0.2467 -0.4382
O 0.4179 0.2256 -0.3575
O -0.2077 -0.0784 0.0876
O 0.0432 -0.2312 0.3259
O -0.2376 -0.1768 -0.207
O 0.0044 0.0293 -0.4367
O -0.1218 -0.1102 -0.0204
O -0.0845 0.1402 0.0169
O 0.0773 -0.0831 0.244
O -0.0985 0.1447 -0.1292
O 0.118 -0.1345 0.1552
O 0.1188 -0.0486 -0.1186
O -0.238 0.5541 -0.2333
O -0.3591 0.1955 -0.1226
O -0.1867 -0.1606 -0.3317
O 0.23 -0.1253 -0.2783
O 0.3963 -0.2124 -0.226
O 0.2568 0.0704 0.0993
O -0.0869 0.1977 -0.1897
O -0.1408 0.0436 0.1787
O -0.2595 -0.0915 -0.0648
O -0.2306 0.2143 0.3272
O 0.0269 0.0245 -0.3128
O -0.1361 -0.204 0.4101
O 0.1423 0.1422 -0.3248
O 0.0035 -0.0709 -0.1692
O -0.1376 -0.0556 0.0294
O -0.0381 -0.1963 -0.0424
O 0.1545 -0.1687 0.5571
O 0.4881 0.3161 -0.2867
O -0.1044 0.2182 0.133
O -0.1618 0.0381 0.1104
O -0.2812 -0.0619 -0.1396
O -0.0479 -0.0072 -0.0556
O 0.313 0.2193 0.0344
O 0.2167 -0.123 0.3477
O 0.0576 -0.3814 -0.225
O -0.0553 0.1109 0.2293
O -0.1229 -0.1594 0.1791
O 0.367 -0.1758 -0.2531
O 0.2029 0.0415 -0.1603
